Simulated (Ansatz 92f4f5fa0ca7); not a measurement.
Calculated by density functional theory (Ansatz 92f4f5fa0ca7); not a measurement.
Periodic cell of 258 atoms, Si144O114, from a study of silicon, its oxide and their interface. The atomic structure is a simulated model.
This geometry differs little from another in the collection (a relaxation step or a small displacement).

Settings
functional: r2SCAN
potential files: Ansatz PAW
basis: plane waves
wave-function cutoff: 800 eV
density cutoff ratio: 5
exchange-correlation grid ratio: 1
k mesh: 1 x 1 x 1, shifted by 0.5 0.5 0 of a step
self-consistency stop: 1e-10 eV per atom in the density residual
occupations: fixed
spin: none
net charge: 0

Cell vectors (angstrom)
a 10.88 0 0
b 0 10.88 0
c 3.9149 -0.4319 35.8798

Atoms: element, x, y, z (angstrom)
Si 1.0548 1.6884 1.4227
Si 3.7854 4.375 1.6617
Si 1.6454 6.6042 1.5162
Si 2.7608 -2.719 2.8548
Si -3.8342 1.0223 1.4745
Si -0.6996 3.4956 1.3588
Si 6.3784 7.1813 1.0793
Si -1.6312 -1.1545 1.5946
Si 2.6369 2.7222 2.8386
Si 5.4641 5.5893 2.6952
Si 4.2464 -1.4532 1.5815
Si 5.5005 -0.019 2.8906
Si -2.6064 2.6964 2.5979
Si 0.0506 5.3333 2.694
Si 8.0103 8.0984 2.6789
Si 0.0013 0.0586 2.781
Si 1.3416 4.0872 4.2238
Si 4.1366 6.8344 4.1992
Si 1.3624 -1.334 4.1039
Si 4.0741 1.3658 4.1201
Si 6.8681 4.1193 3.9333
Si 9.4711 6.7291 3.9662
Si 6.7973 9.4475 4.2083
Si -1.3773 1.3747 4.1455
Si -0.0366 2.7197 5.5361
Si 2.7514 5.453 5.4911
Si -0.0351 8.1309 5.3491
Si 2.7172 0.0046 5.4906
Si 5.4863 2.7704 5.3552
Si 8.1621 5.417 5.4151
Si 5.4386 8.1634 5.5926
Si 8.1724 -0.0194 5.4735
Si 1.3552 1.3545 6.8557
Si 4.125 4.0742 6.7761
Si 1.3403 6.8227 6.7657
Si 4.0577 9.5391 6.8876
Si 6.7951 1.3839 6.759
Si 9.484 4.0915 6.8547
Si 6.8276 6.7611 6.8443
Si -1.326 9.4984 6.7706
Si 2.758 2.74 8.1438
Si 5.4345 5.408 8.182
Si 2.666 8.1552 8.1885
Si 5.4525 0.0572 8.1609
Si 8.1206 2.7039 8.1865
Si 0.0206 5.4598 8.1479
Si -2.6672 8.1591 8.1369
Si -0.0103 -0.0372 8.1825
Si 1.3948 4.0986 9.4923
Si 4.0296 6.7552 9.5118
Si 1.3349 9.5127 9.5738
Si 4.0967 1.4075 9.5273
Si 6.7506 4.0421 9.5612
Si -1.3029 6.8311 9.5079
Si 6.8489 -1.3342 9.4486
Si 9.5017 1.3375 9.5252
Si 0.0367 2.7189 10.8048
Si 2.6974 5.4077 10.9571
Si 0.017 8.1374 10.9724
Si 2.7183 0.0532 10.8294
Si 5.3846 2.7256 10.9946
Si 8.1839 5.4477 10.7577
Si 5.4427 8.1801 10.7068
Si 8.1514 -0.0172 10.9126
Si 1.3795 1.3952 12.2235
Si 3.9804 4.0452 12.4171
Si 1.3726 6.7638 12.3654
Si 4.1193 -1.335 12.0528
Si 6.7513 1.3041 12.2894
Si -1.3362 4.1003 12.0831
Si 6.7964 6.8222 12.0195
Si -1.3574 9.5182 12.3012
Si 2.5787 2.6705 13.87
Si 5.4961 5.5097 13.4669
Si 2.8749 8.2145 13.4897
Si 5.3421 -0.0706 13.6096
Si -2.6548 2.7074 13.433
Si -0.1017 5.3847 13.6537
Si 8.042 8.156 13.5076
Si 0.0766 -0.0013 13.5967
Si 0.5992 3.5496 14.983
Si 4.7022 7.3236 14.705
Si 1.8784 -0.9797 14.7753
Si 3.5519 0.7657 14.9483
Si -3.5883 4.5105 14.5445
Si 1.8143 -2.0187 16.8788
Si 6.3731 -1.7814 14.8648
Si -0.9655 1.757 14.7358
Si -2.3192 8.0808 23.0414
Si 4.5398 2.9532 -7.9225
Si -1.681 1.2533 16.8963
Si 0.0287 4.5864 -3.6958
Si 8.1666 5.1585 17.1682
Si -2.0356 6.3129 14.6592
Si -2.4134 4.3804 22.1631
Si -0.989 -1.3877 18.0214
Si 5.8088 -0.4299 25.9246
Si 5.9508 0.2031 -3.7691
Si 2.9545 0.9284 -3.1097
Si -2.3556 3.1499 -8.2404
Si -2.1259 0.6402 25.7025
Si -0.8039 3.9916 17.7023
Si 2.5229 2.1381 23.039
Si -1.7415 0.105 22.9073
Si 3.9655 6.7374 16.8008
Si 0.914 0.4107 -7.3757
Si 4.1029 -0.0545 17.8713
Si 4.1852 1.9732 20.2896
Si 2.2608 3.8598 -3.1138
Si 5.3867 5.8098 25.0411
Si 6.5904 6.2682 -1.2413
Si 5.874 7.8728 -3.8393
Si 5.6204 -2.4822 23.5441
Si 2.1996 0.2553 -0.1728
Si 1.1211 -0.5514 22.5866
Si 0.2977 -2.2685 -0.4976
Si 4.4783 3.9896 -1.1673
Si 3.3624 -2.1256 21.6331
Si 5.7442 7.5139 -6.8159
Si 5.1893 2.8854 24.5267
Si 0.7283 4.6041 22.5512
Si 2.7365 7.6221 -6.5023
Si 7.61 6.2839 19.7905
Si 2.1942 3.1647 -8.2045
Si 0.5141 7.4941 -3.2379
Si -2.5198 5.6879 24.8811
Si -1.8478 -2.0216 -9.6232
Si 1.5867 -1.1442 -4.9033
Si 6.5789 1.8951 -1.3994
Si 3.0557 6.4305 -3.9511
Si 7.034 -0.8403 16.9767
Si 6.4507 -0.9439 -8.4299
Si 0.9659 5.3635 19.7794
Si 3.7388 4.7708 18.8093
Si 0.0288 4.603 -6.8032
Si 4.957 7.3174 19.4913
Si 0.2396 7.1177 -8.2041
Si 6.294 5.2099 -8.5975
Si 1.5771 7.436 23.5037
Si -0.83 7.7525 20.242
Si -0.9276 0.8074 -9.4463
Si 6.6466 1.4039 -6.5625
Si 6.8304 1.8294 22.0611
Si -2.0128 4.0064 -1.4345
O -0.8079 4.3198 22.145
O -1.0503 -1.9532 0.302
O 4.1092 5.1577 17.2518
O 3.9606 0.9106 16.5511
O -2.5689 -1.6793 17.6265
O -1.3794 7.7943 21.7502
O 4.3516 7.3426 -3.7947
O 6.7141 0.6649 -2.4298
O 6.2576 1.3941 0.0939
O -1.3971 5.1381 25.8772
O -0.7876 -2.545 -8.5187
O -0.7177 0.1361 17.5822
O 1.5103 4.7439 21.1512
O -0.0962 4.1446 -5.2644
O 3.4601 -0.4845 0.5279
O 5.6353 -0.6735 17.8306
O 8.1902 -0.054 1.0045
O 1.7671 -0.5184 -8.4229
O 5.6547 1.7421 20.9468
O 2.0154 6.9897 -2.8365
O 3.3236 4.8401 -3.8965
O -1.9541 2.0691 -9.4243
O 7.6647 0.6774 16.8249
O 2.8058 -1.8063 -5.7615
O 3.109 2.0867 21.5044
O 2.7342 5.4783 1.0192
O 7.2451 5.3694 18.5008
O 6.9759 8.0646 22.7185
O -0.3328 0.0147 22.0872
O -0.1789 8.1539 -1.962
O 6.7132 0.8556 -5.0513
O -0.7616 -1.6389 19.6124
O 6.4853 7.4277 19.9828
O -1.8913 6.9657 19.3259
O 8.0466 4.6373 23.6913
O 0.2482 -2.2185 17.3389
O 6.3797 7.4117 -5.3257
O 7.6374 4.3505 -8.892
O 7.8252 3.0186 21.6388
O -0.3801 6.1533 -7.0646
O 3.9146 0.7426 19.2638
O 4.8643 7.5509 17.8944
O 4.0832 3.2914 19.3294
O 6.9236 5.9567 25.5789
O 5.3814 2.8664 -1.9152
O 5.2474 4.3857 -7.6802
O 7.8562 5.511 21.176
O 2.8653 -1.1287 17.7863
O 6.6289 6.5575 -7.7769
O 1.5947 1.8643 -7.4499
O 5.1972 4.4648 24.1791
O 0.5514 -2.2834 -4.425
O 7.8903 5.2968 -1.3799
O 2.9133 3.9201 -1.6168
O 1.7361 3.2542 -9.7878
O 2.0878 -0.3288 -3.626
O -2.258 6.4987 16.3117
O -0.6139 0.5132 -7.8869
O -1.139 3.9183 -2.7958
O 2.3668 -0.9449 25.7546
O 7.9866 2.6691 -1.3694
O 0.8336 -1.9687 23.3773
O 6.2066 2.0819 23.5355
O -0.9471 3.6893 -7.7001
O 2.3666 2.3343 -3.6705
O 4.4334 0.7337 -3.7061
O 0.8322 -0.1297 -5.8894
O 4.1869 7.0892 -6.9511
O 1.1763 -0.9227 -0.6213
O 4.4618 0.4755 25.6866
O 2.1795 5.1736 18.7672
O 7.1483 0.4394 25.738
O 4.0046 -2.4861 20.206
O 4.5731 -1.6615 22.6153
O 2.2139 -0.987 21.4428
O 2.4315 7.3405 16.8696
O 5.6734 -1.843 -7.3547
O 0.777 6.0282 23.341
O 0.4275 3.928 16.6009
O 0.5479 6.9147 20.079
O -0.2924 6.1821 -3.6906
O 3.6954 2.4041 24.1087
O 1.8196 0.6992 23.3625
O 5.2503 -2.5054 0.7976
O 1.0993 7.3875 0.1878
O 7.1894 4.2772 16.1836
O 7.5237 -1.949 -9.0857
O 5.515 -0.2686 -9.5678
O -1.599 1.0407 24.2171
O 7.691 2.5844 -6.9591
O 7.819 0.5265 22.0507
O 5.9083 -1.6341 24.8753
O 5.1764 2.3901 -9.3211
O -1.485 2.5186 17.8871
O 4.5109 3.6381 0.3974
O 5.1018 1.9067 -6.7966
O -1.9507 7.0447 24.2086
O -1.0058 4.0355 -0.1725
O 7.1186 0.2516 -7.5982
O 5.1862 5.4336 -1.4297
O 4.487 5.8001 19.8163
O 5.0034 6.9936 24.0126
O 5.9596 -1.4033 -3.8265
O -2.0082 -1.3315 23.5671
O 2.2671 6.5788 -5.3673
O 6.6517 7.2764 -2.5469
O 2.1681 7.418 24.999
O 1.4237 3.3269 23.2514
O 1.5415 4.4155 -7.3947
O 2.8367 0.9456 -1.5022
O 2.6826 7.4504 22.3157
O -0.2547 4.5106 19.1372
O 1.6675 7.6722 -7.6993
O 0.4866 6.2791 -9.5698

Results
free energy: -157128.391 eV
free energy less fixed offsets of O -570.45, Si -639.56 eV per atom: -0.451 eV

Forces (eV/angstrom), in the order of the atoms: element, x, y, z
Si 0.0047 -0.0053 0.0001
Si 0.0141 -0.0128 -0.0739
Si -0.0075 0.0106 -0.075
Si 0.0003 -0.0004 0.0045
Si -0.0224 0.0131 -0.0857
Si -0.0122 0.0177 -0.0719
Si 0.0005 -0.0054 -0.0286
Si 0.009 -0.0124 -0.0601
Si -0.0088 -0.0021 -0.0003
Si 0.0012 0.0087 0.0083
Si -0.011 0.017 -0.0612
Si -0.0002 0.0002 0.0048
Si 0.0022 -0.0022 0.0075
Si 0.001 -0.0005 0.0052
Si -0.0085 -0.0022 0.0069
Si 0.0009 0.009 0.0036
Si 0.0018 0.0017 0.001
Si 0.0011 -0.005 -0.0007
Si -0.0006 0.001 -0.0022
Si -0.0002 0.0006 -0.0004
Si -0.0019 -0.0006 -0.0005
Si 0.0003 0.003 -0.0032
Si 0.004 -0.0003 -0.0004
Si -0.0012 -0.0012 0.0002
Si 0.0005 -0.0001 0.0008
Si -0.0021 0.0022 0.0009
Si 0.0001 -0.0006 -0.0001
Si -0.0001 -0.0001 0.0004
Si 0.0016 0.0005 0.0004
Si 0 -0.0002 0.0003
Si -0.0001 -0.0002 -0.0004
Si -0.0006 0.0024 0.0016
Si 0.0003 -0.0002 0.0008
Si 0.0021 0.0008 0.0012
Si 0.0001 0.0007 0.0004
Si -0.0009 0.0006 0.0017
Si 0.0002 0.0009 0.0003
Si -0.0004 -0.0001 0
Si 0.0003 -0.0004 0.0008
Si 0.0006 -0.0003 0.0009
Si 0.0007 0 0.0009
Si 0.0003 -0.0009 0.0009
Si -0.0008 0 0.001
Si -0.0004 0.0008 0.0012
Si -0.0007 0.0002 0.0007
Si -0.0001 0.0015 0.0012
Si 0.0012 -0.0001 0.0014
Si 0 -0.0005 0
Si 0.001 0.0006 0.0008
Si -0.0001 0.0002 0.0012
Si 0.0008 0.0004 0.0023
Si 0.0011 0.0005 0.0013
Si -0.0002 -0.0008 0.0013
Si 0.001 0.0009 0.0008
Si 0.0005 0.0014 0.001
Si 0.0002 0.0001 0.0009
Si 0.0013 -0.0002 -0.0001
Si -0.0002 0 0.0007
Si 0.001 -0.0006 0.0002
Si -0.0003 0.0011 -0.0012
Si -0.0001 0 0.0004
Si -0.0006 0.0016 0.0012
Si 0.0004 0.0005 -0.0009
Si 0.0007 0.0009 0.0014
Si 0.0013 0.0002 0.002
Si -0.0004 0.0021 -0.0008
Si 0.0004 -0.0022 0
Si 0.0028 -0.0023 0.0031
Si 0.0022 0.0004 0.001
Si 0.0004 -0.0009 0.0011
Si -0.0061 0.003 0.0006
Si -0.0009 0.0012 0.0008
Si 0.0022 0.001 0.0039
Si 0.0001 -0.0076 0
Si -0.0067 -0.0038 -0.0009
Si -0.0021 0.0065 0.004
Si -0.0052 0.0023 0.0011
Si 0.0026 0 0.0052
Si 0.0069 -0.0009 0.0026
Si -0.0041 -0.0042 0.0001
Si 0.0048 -0.0142 -0.0668
Si 0.0067 0.0014 -0.0003
Si 0.0032 0.0029 0.0011
Si -0.0132 -0.0048 -0.0583
Si 0.0064 0.0106 -0.0532
Si 0.0052 0.0073 -0.1236
Si -0.0015 -0.0016 -0.0015
Si 0.0034 0.0069 0.0024
Si 0.0448 -0.009 -0.2167
Si -0.0073 0.0142 -0.1481
Si -0.0057 0.0053 -0.1189
Si 0.0233 0.0049 -0.2043
Si 0.0147 -0.003 -0.163
Si 0.0062 -0.0082 -0.054
Si 0.0061 0.0359 -0.2314
Si -0.0048 0.0349 -0.1853
Si 0.0233 -0.0296 -0.218
Si 0.0241 0.0003 -0.2455
Si -0.0049 -0.0319 -0.2359
Si -0.0081 -0.0103 -0.1885
Si -0.0111 -0.0111 -0.2407
Si -0.0011 -0.0346 -0.1578
Si -0.0217 0.0053 -0.2298
Si 0.0002 -0.0309 -0.2001
Si -0.0204 0.0206 -0.1545
Si -0.0077 0.0244 -0.2514
Si 0.0041 -0.0271 -0.2105
Si -0.0159 -0.0133 -0.261
Si -0.0237 0.0139 -0.1467
Si 0.0331 0.0124 -0.2158
Si -0.0063 -0.0046 -0.1846
Si -0.0381 0.0269 -0.2615
Si -0.0077 0.006 -0.2291
Si 0.0175 0.0003 -0.1664
Si 0.0198 -0.0112 -0.1621
Si -0.003 -0.0129 -0.1879
Si -0.0428 -0.0072 -0.1769
Si 0.0139 -0.0138 -0.2348
Si 0.0113 0.0073 -0.2507
Si -0.0212 -0.0247 -0.2656
Si 0.012 0.002 -0.208
Si -0.0045 0.005 -0.2453
Si -0.0201 0.0015 -0.2379
Si 0.0082 -0.0152 -0.1871
Si 0.0423 -0.0104 -0.2181
Si -0.0203 0.0253 -0.2443
Si 0.0024 -0.0302 -0.2212
Si -0.0078 0.0243 -0.2516
Si 0.0014 -0.0273 -0.1956
Si -0.0111 0.0305 -0.1917
Si -0.0061 0.004 -0.1259
Si 0.0112 -0.0022 -0.2229
Si -0.0319 -0.0232 -0.2135
Si 0.0087 0.0406 -0.1787
Si 0.0108 0.019 -0.2784
Si 0.0113 -0.0296 -0.2106
Si -0.0459 0.0088 -0.2362
Si -0.0274 -0.0094 -0.2163
Si -0.0223 -0.0124 -0.2363
Si 0.0134 0.0177 -0.2309
Si 0.0105 -0.0249 -0.1954
Si 0.0054 0.0354 -0.2604
Si -0.0174 0.0091 -0.2245
Si 0.0109 -0.0114 -0.2002
O -0.007 -0.0053 0.0714
O -0.0333 0.0235 0.0837
O -0.0081 -0.042 0.1122
O 0.0199 -0.0152 0.1223
O 0.0507 -0.0155 0.072
O -0.0591 0.0184 0.1745
O 0.0168 -0.0036 0.0756
O 0.0211 0.0527 0.1369
O 0.0124 -0.0246 0.1303
O 0.0668 -0.0332 0.1582
O 0.0428 -0.0294 0.0984
O 0.0103 -0.0406 0.0694
O -0.0091 -0.0225 0.157
O 0.0131 -0.0061 0.2263
O 0.0262 -0.027 0.0755
O -0.0393 0.0153 0.0809
O 0.0058 -0.0046 0.0384
O -0.0205 0.001 0.144
O 0.0672 0.0001 0.1247
O -0.0241 0.0091 0.087
O -0.0108 -0.0372 0.0756
O -0.0179 0.0341 0.0924
O -0.002 -0.0076 0.0506
O -0.019 0.0249 0.1077
O -0.0497 0.0017 0.1651
O -0.0041 0.0039 0.0443
O -0.0271 0.0352 0.1367
O -0.0292 0.0056 0.0837
O -0.016 0.0048 0.0749
O -0.0139 0.0379 0.1535
O -0.0274 -0.0517 0.1927
O 0.0063 -0.0446 0.1417
O 0.0189 0.0029 0.0778
O 0.008 0.0065 0.0926
O -0.0093 0.0336 0.1575
O -0.0507 -0.0044 0.0788
O 0.0105 0.0088 0.1917
O 0.0144 -0.0171 0.0706
O -0.0048 -0.0141 0.0751
O -0.0028 -0.0424 0.1074
O 0.0028 0.0694 0.1518
O 0.0218 0.0062 0.1471
O 0.01 -0.0524 0.0928
O -0.0153 -0.0036 0.0836
O 0.0045 0.0147 0.0656
O -0.0086 -0.0102 0.0705
O 0.029 -0.0613 0.1547
O 0.0347 0.0185 0.0892
O -0.0164 0.0522 0.1127
O -0.0123 -0.0198 0.0809
O 0.0019 0.0137 0.0872
O -0.025 -0.0473 0.1135
O -0.0211 0.0219 0.0657
O 0.0683 -0.0025 0.1195
O 0.0432 -0.0066 0.2028
O 0.0331 0.0536 0.1247
O -0.0105 -0.0258 0.0982
O 0.0283 -0.0077 0.1135
O -0.0734 -0.0171 0.131
O 0.0018 0.018 0.0809
O 0.0021 0.0069 0.0609
O 0.0022 -0.0254 0.0851
O -0.0437 0.0284 0.1507
O 0.04 0.0297 0.097
O 0.0105 0.0018 0.0734
O -0.0305 0.0136 0.0837
O 0.024 -0.0572 0.1654
O -0.0241 0.0078 0.0846
O 0.0063 0.0252 0.0713
O -0.0182 -0.0019 0.087
O -0.0219 0.0008 0.0757
O -0.0077 0.002 0.083
O -0.0458 0.0423 0.1399
O 0.0571 -0.0075 0.1172
O -0.0295 0.0123 0.0837
O 0.002 -0.0119 0.0579
O -0.0224 -0.0559 0.1103
O 0.0102 0.0418 0.0898
O -0.0429 0.0257 0.1172
O 0.0017 0.0119 0.0775
O -0.0038 0.0119 0.0718
O 0.0617 0.0141 0.1193
O 0.0058 0.0092 0.0813
O -0.0053 0.0073 0.0395
O 0.0251 -0.0324 0.0934
O 0.0186 0.0106 0.1017
O -0.0521 0.0238 0.0921
O 0.0372 -0.0368 0.1144
O -0.0136 0.0178 0.1623
O -0.0298 -0.028 0.0993
O 0.0295 -0.0127 0.0793
O -0.0001 0.0677 0.1435
O -0.011 0.0446 0.1233
O 0.0045 0.0248 0.0755
O -0.0128 0.0099 0.1229
O 0.0431 -0.0419 0.1065
O -0.0072 -0.0533 0.1164
O 0.0405 -0.0214 0.1357
O -0.0044 0.0457 0.1131
O 0.0289 0.015 0.0765
O 0.008 0.0091 0.0791
O 0.0011 -0.0491 0.1034
O -0.0019 0.0065 0.0807
O -0.0044 0.0211 0.0791
O 0.0082 -0.0364 0.1567
O 0.0359 -0.0595 0.178
O 0.025 0.0335 0.1701
O 0.0163 -0.0259 0.0778
O -0.0462 0.0311 0.1012
O -0.0365 -0.0135 0.1761
O -0.0308 -0.0143 0.1053
O 0.0562 0.0382 0.1285
O 0.0689 0.0109 0.1271
O -0.0383 0.0212 0.1608

The program warned: the cutoff lies below the one the program advises for these potential files; the forces do not sum to zero within the program's tolerance; empty levels may hold ghost states of the PAW files; the exchange-correlation potential is rough where the density is thin.
